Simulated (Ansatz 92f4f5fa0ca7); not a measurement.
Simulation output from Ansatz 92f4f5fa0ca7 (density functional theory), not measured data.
Periodic cell of 240 atoms, Si147O87H6, from a study of silicon, its oxide and their interface. The atomic structure is a simulated model.
Doubt: the cutoff is far below the 930 eV that the study's wrapper takes by default for these files, so forces and energies are approximate.
This geometry differs little from another in the collection (a relaxation step or a small displacement).

Settings
functional: PBE
potential files: Ansatz PAW
basis: plane waves
wave-function cutoff: 580 eV
density cutoff ratio: 5
exchange-correlation grid ratio: 1
k mesh: 1 x 1 x 1, Gamma-centred
self-consistency stop: 5e-08 eV per atom in the density residual
occupations: fixed
spin: none
net charge: 0

Cell vectors (angstrom)
a, 11.6015, 0, 0
b, 0, 10.938, 0
c, 0, 0, 32.914

Atoms: element, x, y, z (angstrom)
Si, -0.015, -0.1456, 24.4733
Si, 3.7352, 0.0538, 24.1511
Si, 7.6766, 0.1623, 24.239
Si, 1.7959, 1.352, 24.4011
Si, 5.7333, 1.4462, 24.2553
Si, 9.7816, 1.3199, 24.2553
Si, 0.1412, 5.4056, 24.145
Si, 4.2005, 5.5703, 23.9763
Si, 7.9167, 5.4995, 24.312
Si, 2.0899, 6.769, 24.0758
Si, 6.1024, 6.9913, 24.1444
Si, 9.8515, 6.8215, 24.2702
Si, 1.9963, 2.8115, 26.2171
Si, 5.7664, 2.8034, 26.179
Si, 9.704, 2.7384, 26.1708
Si, 0.045, 4.1126, 26.1536
Si, 3.9203, 4.2317, 26.0514
Si, 7.7659, 4.0859, 26.1872
Si, 2.0622, 8.0875, 26.1256
Si, 5.8891, 8.2912, 26.1173
Si, 9.7285, 8.1791, 26.1975
Si, 0.1041, 9.4109, 26.3
Si, 3.9034, 9.5885, 26.1054
Si, 7.8329, 9.6261, 26.1286
Si, 0.0648, 0.0011, 28.1034
Si, 3.905, -0.0028, 28.0704
Si, 7.7732, 0.026, 28.0784
Si, 1.9945, 1.3727, 28.0995
Si, 5.8199, 1.3733, 28.0739
Si, 9.7165, 1.3528, 28.0846
Si, 0.0185, 5.4884, 28.0819
Si, 3.9058, 5.4862, 28.0638
Si, 7.7334, 5.4731, 28.0973
Si, 1.9798, 6.8102, 28.0993
Si, 5.8245, 6.8661, 28.0497
Si, 9.6694, 6.8137, 28.1043
Si, 1.9336, 2.7345, 30.0148
Si, 5.8008, 2.7345, 30.0148
Si, 9.6679, 2.7345, 30.0148
Si, 0, 4.1018, 30.0148
Si, 3.8672, 4.1018, 30.0148
Si, 7.7343, 4.1018, 30.0148
Si, 1.9336, 8.2035, 30.0148
Si, 5.8008, 8.2035, 30.0148
Si, 9.6679, 8.2035, 30.0148
Si, 0, 9.5708, 30.0148
Si, 3.8672, 9.5708, 30.0148
Si, 7.7343, 9.5708, 30.0148
Si, 0, 0, 31.9484
Si, 3.8672, 0, 31.9484
Si, 7.7343, 0, 31.9484
Si, 1.9336, 1.3673, 31.9484
Si, 5.8008, 1.3673, 31.9484
Si, 9.6679, 1.3673, 31.9484
Si, 0, 5.469, 31.9484
Si, 3.8672, 5.469, 31.9484
Si, 7.7343, 5.469, 31.9484
Si, 1.9336, 6.8362, 31.9484
Si, 5.8008, 6.8362, 31.9484
Si, 9.6679, 6.8362, 31.9484
Si, 1.9336, 2.7345, 0.9679
Si, 5.8008, 2.7345, 0.9679
Si, 9.6679, 2.7345, 0.9679
Si, 0, 4.1018, 0.9679
Si, 3.8672, 4.1018, 0.9679
Si, 7.7343, 4.1018, 0.9679
Si, 1.9336, 8.2035, 0.9679
Si, 5.8008, 8.2035, 0.9679
Si, 9.6679, 8.2035, 0.9679
Si, 0, 9.5708, 0.9679
Si, 3.8672, 9.5708, 0.9679
Si, 7.7343, 9.5708, 0.9679
Si, -0.046, 0, 2.9648
Si, 3.8097, -0.0072, 2.9394
Si, 7.7064, 0.0316, 2.8502
Si, 1.8795, 1.3627, 2.9603
Si, 5.751, 1.3367, 2.8605
Si, 9.6392, 1.3791, 2.9176
Si, -0.0217, 5.4626, 2.8961
Si, 3.7889, 5.4751, 2.8878
Si, 7.6904, 5.5005, 2.9061
Si, 1.8649, 6.8613, 2.9094
Si, 5.7374, 6.8252, 2.893
Si, 9.6559, 6.8278, 2.8995
Si, 1.8277, 2.6541, 4.9759
Si, 5.7294, 2.7228, 4.7542
Si, 9.6042, 2.8252, 4.8073
Si, -0.0411, 4.1179, 4.8496
Si, 3.7673, 4.0408, 4.7769
Si, 7.6494, 4.1162, 4.8275
Si, 1.812, 8.2427, 4.849
Si, 5.7321, 8.2087, 4.8093
Si, 9.6306, 8.2217, 4.8169
Si, -0.0915, 9.6879, 5.0157
Si, 3.7586, 9.5341, 4.8807
Si, 7.6875, 9.5299, 4.6935
Si, -0.3347, 0.1305, 7.1478
Si, 3.7416, -0.0835, 6.8685
Si, 7.7058, -0.0057, 6.5532
Si, 1.843, 1.3962, 7.1519
Si, 5.6773, 1.2215, 6.576
Si, 9.4383, 1.5845, 6.7889
Si, -0.0746, 5.5103, 6.7618
Si, 3.798, 5.4847, 6.6193
Si, 7.6549, 5.4526, 6.7974
Si, 1.8665, 6.8342, 6.7306
Si, 5.7353, 6.8055, 6.704
Si, 9.5743, 6.8313, 6.7361
H, 5.6678, 7.6454, 7.9357
H, 11.5166, 4.6297, 7.9776
H, 1.9347, 7.69, 7.9624
O, 10.619, 10.1471, 8.4393
O, 9.5367, 7.7574, 8.1225
O, 5.3045, 0.5721, 10.1411
O, 7.9631, 9.9637, 7.8965
O, 3.8531, 4.4831, 7.9342
O, 3.9916, 10.0209, 8.312
O, 7.6437, 4.6047, 8.2382
O, 9.1298, 2.4072, 8.223
O, 2.1327, 2.4854, 8.4234
H, 0.0267, 10.0204, 23.1916
H, 9.7772, 7.7039, 23.0603
H, 7.9259, 4.6295, 23.0946
O, 7.3245, 10.3805, 22.7897
O, 10.2767, 2.176, 22.8952
O, 3.4716, 10.0444, 22.7896
O, 4.6243, 4.6466, 22.6335
O, 6.4133, 7.8844, 22.7575
O, 1.8189, 7.8993, 22.8738
O, 11.6029, 4.4797, 22.7485
O, 5.9526, 2.3571, 22.8758
O, 1.4449, 2.2875, 23.0635
Si, 8.2541, 3.4145, 9.1757
Si, 3.2765, 8.4256, 12.0155
Si, 7.3287, 11.8802, 18.4202
Si, 11.1843, 4.4425, 16.0279
Si, 3.0652, 5.5441, 11.3453
Si, 7.5502, 3.927, 19.5574
Si, 5.6324, 6.6644, 12.1597
Si, 6.9435, 9.1312, 21.836
Si, 9.8807, 12.54, 13.4167
Si, 3.9685, 3.6539, 19.3647
Si, 2.5878, 8.9736, 21.9163
Si, 10.1595, 4.8861, 18.7452
Si, 4.6102, 1.4017, 17.3364
Si, 4.8378, 8.4377, 19.9758
Si, 7.4759, 10.9839, 13.1806
Si, 9.7735, 6.2314, 13.9576
Si, 7.1856, -2.1346, 10.9152
Si, 0.9403, 3.2572, 19.5036
Si, 5.6879, 2.3232, 14.4317
Si, 2.22, 8.3996, 14.8161
Si, 4.6633, 10.0426, 9.8047
Si, 10.8049, 8.6563, 15.4502
Si, 9.2218, 9.2591, 8.6725
Si, 12.3148, 12.7584, 14.8123
Si, 7.1351, 4.8532, 13.8992
Si, 5.5128, 3.5149, 21.8347
Si, 15.6001, 7.7768, 17.1706
Si, 10.3865, 7.838, 18.3415
Si, 5.7462, 6.07, 18.5962
Si, 8.7781, 0.1401, 15.6588
Si, 5.5967, 2.0685, 9.5646
Si, 13.1819, 0.8336, 17.5726
Si, 9.2024, 4.2759, 11.9286
Si, 3.0809, 14.6508, 13.9146
Si, 3.132, 3.6258, 9.0995
Si, 0.3982, -1.1747, 19.7799
Si, 9.0426, 9.83, 19.9191
Si, 13.8906, -5.2206, 15.9879
Si, 0.0732, 2.8768, 22.3859
O, 7.6561, 4.2557, 12.4617
O, 5.1194, 1.6087, 15.792
O, 4.7341, -2.981, 12.5796
O, 8.3478, 8.8432, 21.0288
O, 7.0647, 5.1263, 18.532
O, 9.2267, -1.9641, 18.5359
O, 7.0613, 2.6405, 10.0211
O, 9.9834, 3.0631, 12.7088
O, 13.6161, 6.7768, 14.7662
O, 0.779, 9.0268, 15.2495
O, 7.6978, -0.6125, 14.6758
O, 1.0458, 2.2296, 18.2403
O, 2.6864, 4.7222, 12.7031
O, 8.6491, 9.056, 10.2083
O, 6.9736, -1.0924, 12.1526
O, 3.5929, 8.1044, 20.9716
O, 2.4928, 7.0952, 11.4155
O, 10.0458, 10.0599, 15.7746
O, 8.3076, 5.7854, 14.5659
O, 11.4214, 12.0162, 13.6471
O, 6.3934, 12.1919, 13.4151
O, 2.425, 3.7988, 19.7879
O, 9.8242, 6.4524, 18.9374
O, 10.12, 7.8237, 14.1911
O, 0.1152, -2.6844, 19.2068
O, 5.6736, 2.1573, 7.9442
O, 5.7696, 9.5505, 20.7445
O, 4.627, 2.8623, 20.634
O, 10.5542, 10.333, 20.3544
O, 3.4978, 9.5878, 10.8794
O, 0.2458, 2.5553, 20.7992
O, 6.8421, 4.0813, 21.0304
O, 3.2302, -6.3887, 15.3259
O, 4.5094, 5.1597, 19.1373
O, 7.2835, 13.4528, 18.8091
O, 3.1991, 0.6123, 17.5184
O, 12.5356, 10.596, 18.4857
O, 5.9237, -1.9363, 9.8824
O, 6.6785, 3.5872, 14.832
O, 9.8489, 5.7284, 12.3853
O, 8.2032, 11.5279, 17.0965
O, 10.6958, 7.6771, 16.7576
O, 12.5861, -5.9311, 16.6232
O, 4.1364, 19.6811, 18.5016
O, 13.5785, 2.5309, 14.091
O, 2.5066, 9.016, 13.3287
O, 17.0142, -4.0564, 17.1879
O, 14.4854, 6.5704, 17.2472
O, 4.4713, 2.9614, 13.5644
O, 9.1721, 23.4279, 14.9109
O, 4.3207, 13.8059, 17.9892
O, 1.497, 9.7616, 20.9812
O, 11.3721, 2.9317, 15.5183
O, 7.0154, 7.2508, 11.4747
O, 12.7332, 11.7303, 16.0046
O, 8.9027, 0.6102, 12.5464
O, 2.3952, 4.708, 10.0983
O, 4.2984, 2.9436, 10.0244
O, 10.882, -5.5634, 14.752
O, 9.2447, 4.0593, 10.3176
O, 5.895, 5.8479, 13.5469
O, 4.7084, -5.2225, 11.1767
O, 3.4956, 8.6774, 15.871
O, 11.6738, 4.5856, 19.205
O, 9.1568, 4.0639, 19.7229
O, 17.3665, 11.4857, 18.1293
O, 17.4919, 7.2048, 19.7645
O, 10.0207, 4.4628, 17.1688
O, 8.0337, 0.1442, 19.6529

Results
free energy: -143021.371 eV
free energy less fixed offsets of H -15.97, O -568.88, Si -635.61 eV per atom: 1.679 eV

Forces (eV/angstrom), in the order of the atoms: element, x, y, z
Si, 0.0021, 0.051, -0.0025
Si, 0.068, 0.0063, 0.0075
Si, 0.1506, 0.0492, 0.0065
Si, 0.0154, -0.0789, -0.0167
Si, -0.1171, -0.0264, -0.0244
Si, -0.1293, -0.0051, 0.0172
Si, 0.0042, 0.0292, -0.0075
Si, -0.0047, 0.0571, 0.0159
Si, -0.0043, 0.0052, -0.0043
Si, 0.0382, -0.0591, 0.021
Si, -0.0207, -0.055, 0.0405
Si, 0.0124, -0.0313, 0.0075
Si, 0.0372, -0.0548, 0.0096
Si, 0.0934, -0.0766, 0.0035
Si, -0.0036, -0.0847, -0.0582
Si, -0.0324, 0.0719, -0.0136
Si, -0.098, 0.0751, -0.0801
Si, -0.0313, 0.0594, -0.0024
Si, -0.0016, -0.0649, -0.0048
Si, -0.0085, -0.0651, -0.0267
Si, 0.0173, -0.0496, -0.0196
Si, -0.0124, 0.0368, 0.0205
Si, 0.025, 0.0821, -0.0569
Si, -0.0108, 0.0572, -0.0148
Si, 0.0019, -0.0649, -0.0112
Si, -0.0111, -0.0625, 0.0088
Si, -0.0103, -0.0636, 0.0108
Si, -0.0143, 0.0621, 0.0063
Si, 0.0305, 0.0642, -0.0043
Si, 0.0358, 0.0673, 0.0408
Si, 0.0142, -0.0659, -0.0138
Si, 0.0257, -0.0429, 0.0408
Si, 0.0208, -0.0585, -0.0193
Si, -0.0467, 0.056, 0.0006
Si, 0.0038, 0.0593, -0.0155
Si, -0.0278, 0.0372, 0.0187
Si, 0.0518, 0.0718, 0.1403
Si, 0.0048, -0.0456, 0.0305
Si, 0.0901, -0.003, -0.0388
Si, 0.0099, -0.004, -0.0651
Si, 0.1122, -0.0018, -0.1896
Si, -0.0784, -0.0408, 0.0542
Si, 0.0264, 0.036, -0.0094
Si, 0.0157, 0.0491, -0.1001
Si, -0.0199, 0.0246, 0.0075
Si, 0.0757, -0.0144, 0.1841
Si, 0.0482, -0.0449, -0.0486
Si, -0.0059, 0.0844, -0.0914
Si, -0.0089, 0.0667, 0.065
Si, -0.0079, 0.1083, 0.0183
Si, -0.0089, -0.009, -0.0355
Si, 0.0028, -0.0755, 0.0603
Si, -0.0048, -0.0032, -0.0517
Si, -0.0211, -0.0481, 0.024
Si, 0.0113, 0.0497, -0.0083
Si, -0.0069, 0.0512, -0.0372
Si, -0.0018, 0.0127, 0.0084
Si, -0.0033, -0.0499, 0.0048
Si, 0.0003, -0.0524, -0.0366
Si, -0.0001, -0.0104, 0.027
Si, -0.0489, -0.0729, 0.3248
Si, -0.0766, 0.0245, -0.1088
Si, 0.0102, 0.0338, 0.0742
Si, -0.0089, -0.0514, -0.0411
Si, -0.1104, 0.0109, -0.105
Si, -0.0057, 0.0682, 0.1475
Si, -0.0429, 0.0566, -0.0383
Si, -0.0864, 0.0171, 0.0103
Si, 0.0095, -0.0205, -0.003
Si, -0.0484, 0.0539, 0.3597
Si, -0.0983, 0.0008, 0.1814
Si, 0.0334, -0.0337, -0.1912
Si, 0.0013, -0.079, -0.0305
Si, -0.0089, -0.0728, -0.0226
Si, -0.0191, -0.0547, -0.0273
Si, -0.0065, 0.0757, -0.0316
Si, -0.0018, 0.0709, 0.0221
Si, 0.026, 0.0503, 0.0005
Si, -0.0108, -0.0584, 0.0451
Si, 0.0125, -0.0605, 0.0204
Si, -0.0056, -0.0716, -0.011
Si, 0.0214, 0.0518, -0.0007
Si, -0.0225, 0.0767, 0.0139
Si, -0.0176, 0.0615, 0.0136
Si, 0.0293, -0.0506, 0.0641
Si, 0.0337, -0.0422, -0.0137
Si, -0.0036, -0.0474, 0.0303
Si, 0.0233, 0.0673, -0.0212
Si, -0.0353, 0.0268, -0.0175
Si, -0.0133, 0.0643, 0.0359
Si, -0.0913, -0.0468, 0.0155
Si, 0.0069, -0.0618, -0.025
Si, 0.0812, -0.0448, -0.0051
Si, 0.0129, 0.0407, 0.0532
Si, 0.0933, 0.0715, 0.0036
Si, -0.0572, 0.0414, 0.039
Si, 0.0343, 0.0259, -0.0409
Si, -0.0517, 0.0991, 0.0182
Si, 0.0174, 0.116, 0.0077
Si, -0.0291, -0.0441, -0.0584
Si, 0.0105, -0.1068, -0.0255
Si, 0.0163, -0.0937, -0.0258
Si, 0.0245, 0.022, -0.0296
Si, -0.0087, 0.0225, 0.0203
Si, 0.0253, 0.0052, -0.0299
Si, 0.0018, -0.0379, -0.0315
Si, 0.0152, -0.0273, -0.0312
Si, -0.03, -0.0329, 0.0157
H, -0.0051, 0.0063, 0.022
H, -0.0055, 0.0058, 0.0156
H, 0.0088, -0.0078, 0.0234
O, -0.0727, -0.0673, 0.0451
O, 0, 0.0173, -0.0136
O, -0.0068, -0.0038, -0.044
O, -0.0066, -0.0413, -0.0013
O, -0.0011, -0.0121, -0.0137
O, 0.0397, -0.0314, 0.0312
O, -0.0083, -0.0263, 0.0245
O, -0.0394, 0.0442, 0.0279
O, 0.0418, 0.0679, 0.0479
H, 0.003, 0.011, -0.0262
H, -0.0026, -0.0048, -0.0203
H, -0.0006, 0.0188, 0.007
O, -0.0338, -0.0097, 0.0079
O, 0.0669, 0.0028, 0.009
O, -0.0394, -0.0343, -0.012
O, 0.0321, -0.0664, -0.0474
O, 0.0325, 0.076, -0.059
O, -0.0025, 0.045, -0.0278
O, 0.0026, -0.0361, 0.0001
O, 0.0205, 0.0472, -0.0185
O, -0.0284, 0.0141, 0.0079
Si, 0.0223, 0.0031, -0.039
Si, 0.0151, -0.0152, 0.0106
Si, 0.0083, 0.0044, 0.0132
Si, -0.0206, 0.0166, 0.0236
Si, 0.0019, 0.0057, 0.0062
Si, -0.004, 0.0012, -0.0178
Si, 0.0016, 0.0001, 0.0259
Si, -0.0238, -0.0367, 0.011
Si, -0.0074, 0.0072, 0.0072
Si, -0.0059, -0.0051, -0.0137
Si, 0.0267, 0.0036, 0.0189
Si, -0.012, 0.0093, 0.0026
Si, 0.0044, 0.0142, 0.0162
Si, 0.0021, -0.0072, -0.0166
Si, -0.0139, -0.0149, 0.012
Si, -0.0086, -0.0116, 0.0082
Si, 0.0045, -0.0208, 0.0382
Si, 0.0145, 0.0078, -0.0121
Si, 0.0061, 0.0033, 0.0257
Si, 0.0199, -0.0049, -0.0004
Si, -0.0118, 0.0143, -0.0047
Si, -0.0085, -0.0283, 0.0244
Si, 0.0737, 0.0325, -0.0077
Si, 0.0023, 0.0003, 0.0174
Si, -0.0159, 0.0062, 0.0154
Si, -0.0072, 0.0114, 0.0411
Si, 0.0203, 0.0025, 0.0238
Si, -0.005, -0.0163, 0.0164
Si, 0.0167, -0.0116, 0.0049
Si, -0.0137, -0.0022, 0.0386
Si, -0.0087, 0.0152, 0.031
Si, 0.0031, 0.0051, 0.0195
Si, -0.0101, 0.0093, 0.0062
Si, 0.0073, 0.0248, 0.0089
Si, -0.0401, -0.0263, -0.0233
Si, 0.0037, -0.0194, -0.0106
Si, -0.0098, -0.0073, -0.0292
Si, 0.0051, -0.0123, 0.0189
Si, -0.0257, 0.0137, 0.0173
O, 0.0027, 0.0007, -0.0173
O, -0.0002, -0.0034, -0.011
O, -0.0042, 0.0011, -0.0114
O, 0.0133, 0.0127, 0.0067
O, -0.0052, -0.0004, -0.005
O, 0.0012, -0.0063, -0.0019
O, -0.014, -0.0149, -0.0252
O, 0.0109, -0.0155, -0.0085
O, -0.0039, 0.0006, -0.0158
O, -0.0025, 0.003, -0.0116
O, 0.0114, 0.0015, -0.0043
O, 0.0002, -0.0085, -0.0013
O, 0.0009, -0.0207, 0
O, -0.0234, -0.0001, -0.0044
O, 0.0032, 0.0229, -0.003
O, 0.001, -0.0085, 0.0102
O, -0.0007, 0.0016, -0.0159
O, 0.0064, 0.0017, -0.0144
O, 0.0051, 0.0069, -0.0076
O, 0.0087, -0.002, -0.0132
O, 0.0096, -0.0039, -0.0173
O, -0.0115, -0.0143, -0.0008
O, 0.0108, 0.001, -0.0046
O, 0.0066, 0.0078, -0.0134
O, -0.0033, 0.0021, -0.0069
O, -0.018, 0.0006, -0.0042
O, -0.0082, 0.0114, -0.0016
O, -0.0148, -0.0112, -0.0103
O, 0.0012, 0.0008, 0.0134
O, 0.0087, -0.0021, -0.0204
O, 0.0217, 0.0028, -0.0425
O, 0.0181, 0.005, -0.0062
O, -0.009, 0.0022, -0.0046
O, -0.0053, 0.0011, 0.0014
O, 0.0013, -0.0072, 0.0011
O, -0.0043, 0.0039, -0.009
O, 0.006, 0.0088, -0.0089
O, 0.0016, -0.0037, -0.0249
O, -0.0006, -0.0041, -0.0095
O, 0.0091, 0.0022, -0.0027
O, 0.0116, -0.007, -0.0295
O, 0.0063, 0.0079, -0.0246
O, 0.011, 0.0044, -0.0137
O, -0.0012, -0.0087, -0.0178
O, -0.0031, -0.0129, -0.0155
O, -0.0126, -0.0011, 0.0118
O, -0.016, 0.0093, -0.0126
O, -0.0011, -0.0048, -0.0117
O, -0.0028, -0.0038, -0.0224
O, 0.0087, -0.0002, -0.0171
O, -0.0002, -0.0191, -0.0144
O, -0.0168, 0.017, -0.0168
O, 0.0031, -0.0067, -0.015
O, -0.0082, -0.0054, -0.0229
O, 0.0009, -0.0011, -0.0247
O, 0.0078, 0.005, -0.0056
O, 0.0033, 0.0186, 0.0004
O, 0.0237, -0.0156, -0.0221
O, 0.014, -0.0187, -0.0065
O, 0.0121, 0.0061, 0.0052
O, 0.0141, -0.0058, -0.0105
O, 0.0025, 0.004, -0.0148
O, -0.003, -0.0039, -0.0089
O, 0.0072, -0.0114, 0.006
O, 0.0071, -0.0044, 0.0139
O, -0.0032, 0.0007, -0.01
O, -0.0068, -0.0101, 0.0015
O, 0.0162, -0.0084, -0.0276
O, 0.001, -0.0014, 0.0051

The program warned: the cutoff lies below the one the program advises for these potential files; the exchange-correlation potential is rough where the density is thin.
